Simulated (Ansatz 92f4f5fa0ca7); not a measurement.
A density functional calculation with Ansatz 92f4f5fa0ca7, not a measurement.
Periodic cell of 251 atoms, Si165O86, from a study of silicon, its oxide and their interface. The atomic structure is a simulated model.
Doubt: the cutoff is far below the 930 eV that the study's wrapper takes by default for these files, so forces and energies are approximate.

Settings: functional PBE; potential files Ansatz PAW; basis plane waves; wave-function cutoff 580 eV; density cutoff ratio 5; exchange-correlation grid ratio 1; k mesh 1 x 1 x 1, Gamma-centred; self-consistency stop 5e-08 eV per atom in the density residual; occupations fixed; spin none; net charge 0.

Cell vectors (angstrom)
a  10.938  0  0
b  0  10.938  0
c  0  0  37.4324

Atoms: element, x, y, z (angstrom)
Si  0  0  0.683
Si  5.469  0  0.683
Si  2.7345  2.7345  0.683
Si  8.2035  2.7345  0.683
Si  0  5.469  0.683
Si  5.469  5.469  0.683
Si  2.7345  8.2035  0.683
Si  8.2035  8.2035  0.683
Si  1.3673  1.3673  2.0503
Si  6.8362  1.3673  2.0503
Si  4.1018  4.1018  2.0503
Si  9.5708  4.1018  2.0503
Si  1.3673  6.8362  2.0503
Si  6.8362  6.8362  2.0503
Si  4.1018  9.5708  2.0503
Si  9.5708  9.5708  2.0503
Si  2.7345  0  35.3809
Si  8.2035  0  35.3809
Si  0  2.7345  35.3809
Si  5.469  2.7345  35.3809
Si  2.7345  5.469  35.3809
Si  8.2035  5.469  35.3809
Si  0  8.2035  35.3809
Si  5.469  8.2035  35.3809
Si  4.1018  1.3673  36.7481
Si  9.5708  1.3673  36.7481
Si  1.3673  4.1018  36.7481
Si  6.8362  4.1018  36.7481
Si  4.1018  6.8362  36.7481
Si  9.5708  6.8362  36.7481
Si  1.3673  9.5708  36.7481
Si  6.8362  9.5708  36.7481
Si  4.7145  2.0757  29.2745
Si  7.4399  2.147  22.7892
Si  5.3358  0.6194  24.4421
Si  9.4327  2.72  27.0588
Si  -2.9141  0.0877  20.5475
Si  3.3531  0.7977  17.3388
Si  2.3831  3.9087  26.778
Si  12.357  10.6798  24.7985
Si  -3.7584  -4.0154  28.3862
Si  2.5876  -2.3957  26.7514
Si  4.3279  4.7871  25.5581
Si  13.841  4.8002  20.2307
Si  4.102  6.867  31.1579
Si  5.9368  11.8991  13.4962
Si  5.402  8.5318  23.563
Si  11.7842  13.0237  26.642
Si  0.3865  -5.0088  24.0721
Si  8.1868  0.1743  30.0333
Si  -0.171  0.3521  15.6183
Si  7.065  4.2512  31.1681
Si  3.9662  1.209  31.2561
Si  8.4832  5.6177  29.8903
Si  0.8422  11.7426  28.6596
Si  5.7616  5.0369  27.54
Si  3.7692  4.079  28.6356
Si  9.5501  1.3938  31.462
Si  1.3841  4.0037  31.412
Si  2.6832  -0.1794  29.8022
Si  5.5661  8.1592  29.7172
Si  9.7082  6.9456  31.3135
Si  1.4544  9.5377  31.3628
Si  12.0357  5.4574  28.1026
Si  0.0369  -0.0233  32.6952
Si  5.4722  -0.0346  32.5934
Si  2.7858  2.6819  32.6949
Si  8.1855  2.8057  32.6906
Si  0.0193  5.4606  32.6766
Si  5.4836  5.4639  32.5086
Si  2.819  8.1784  32.6745
Si  8.2143  8.2318  32.6186
Si  1.3801  1.3626  34.0434
Si  6.8124  1.3737  33.9892
Si  4.1498  4.1078  33.9838
Si  9.5712  4.1339  34.0453
Si  1.3937  6.8328  34.0173
Si  6.8294  6.831  33.9617
Si  4.1311  9.5793  34.0294
Si  9.5689  9.5664  34.0241
Si  2.6975  -0.0451  3.4196
Si  8.2133  0.024  3.4139
Si  -0.0659  2.6918  3.4064
Si  5.4984  2.7629  3.4088
Si  2.77  5.5217  3.3828
Si  8.2  5.4516  3.4384
Si  -0.0017  8.223  3.421
Si  5.4578  8.2144  3.425
Si  4.1049  1.3598  4.6648
Si  9.5052  1.3626  4.8929
Si  1.3155  4.1568  4.5841
Si  6.8507  4.0924  4.8781
Si  4.0914  6.8775  4.8441
Si  9.5406  6.8836  4.7593
Si  1.2996  9.5801  4.8812
Si  6.8208  9.6269  4.7446
Si  -0.116  -0.0178  6.3141
Si  5.4875  0.0946  6.0927
Si  2.8446  4.4196  13.0092
Si  8.1588  2.7047  6.364
Si  -0.4591  7.6321  8.7712
Si  4.7766  2.4132  8.803
Si  2.6983  8.2312  6.2537
Si  4.3923  4.3761  10.3314
Si  6.8107  -3.9892  7.5628
Si  3.978  -1.1498  13.7775
Si  7.1873  3.541  13.1096
Si  7.5426  -0.5935  9.0581
Si  -0.8611  1.4461  18.5862
Si  8.6408  5.9077  8.7105
Si  5.6658  8.6759  8.8286
Si  15.0236  9.7462  7.4454
Si  7.9569  -0.3499  11.4323
Si  6.6976  1.3182  7.7809
Si  -1.2821  4.2096  7.4574
Si  1.3163  1.5714  7.3308
Si  0.0401  5.4985  6.0035
Si  13.5859  2.7512  5.8204
Si  1.9188  9.4702  15.6384
Si  2.0668  11.0469  10.5631
Si  3.99  3.993  7.2347
Si  5.7524  -2.584  18.0935
Si  4.2723  5.8722  17.5346
Si  11.4953  3.373  8.6798
Si  8.1368  8.2536  6.1095
Si  13.4897  5.4575  -7.4091
Si  1.365  6.7246  7.546
Si  9.4002  9.4823  7.6911
O  12.9162  -0.3675  23.2639
O  38.5697  5.3423  10.1653
O  28.997  4.9004  14.0134
O  2.9478  13.1157  16.566
O  8.6731  14.0338  23.2981
O  17.0464  16.5543  22.2806
O  12.7984  12.4319  11.4179
O  15.6884  36.9675  24.0542
O  -6.0118  33.3723  17.0175
O  -0.3912  5.3535  17.4962
O  -31.2565  15.1096  12.0169
O  11.6919  14.4898  15.9666
O  30.0944  -3.8914  21.8502
O  -6.5181  22.2572  13.3987
O  13.0304  3.4657  19.7265
O  8.2216  12.0663  21.7848
O  35.2145  40.7374  15.7241
O  13.2238  12.4858  21.4592
O  12.7421  16.9054  20.6082
O  21.5079  4.6177  24.7211
Si  -1.007  19.6707  24.608
Si  -1.7091  52.0646  21.6283
Si  16.1719  20.7377  20.7655
Si  12.9278  12.777  19.8777
Si  12.8461  13.5112  15.3849
Si  22.4504  -2.5717  10.7766
Si  22.7111  24.6328  11.612
Si  3.2609  17.8016  25.0836
Si  -3.5699  27.2322  10.6223
Si  18.0675  38.738  17.617
Si  -5.4657  38.3125  6.2071
Si  14.0104  11.3893  22.3641
Si  -0.0947  26.799  15.9547
Si  9.5188  23.3665  13.164
Si  11.4452  18.6069  27.7716
Si  5.7312  43.2736  16.0408
Si  -0.8908  15.19  28.7314
Si  -23.6849  41.2085  27.373
Si  18.5796  1.4555  28.1532
Si  8.9937  -6.7565  24.4732
Si  18.2317  6.4236  23.0419
Si  6.8256  20.496  31.1899
Si  -2.679  5.8122  14.7616
Si  3.6167  8.6063  11.2479
Si  -10.8721  30.2239  29.9784
Si  20.6161  15.5667  18.6699
Si  -11.9756  10.1055  28.8545
Si  -7.8807  22.5341  8.5425
Si  21.931  2.5853  30.0849
Si  -19.3956  15.8811  8.746
Si  24.2331  17.3138  15.2547
Si  16.3345  22.4651  27.5381
Si  -10.714  17.0987  20.9774
Si  4.1734  20.4629  28.3573
Si  8.8468  29.5469  12.3491
Si  17.5515  25.2266  29.0327
Si  27.0839  37.0852  22.4749
O  -15.2415  40.379  24.0117
O  -23.3909  41.8087  23.0969
O  24.3138  9.9318  25.8269
O  -24.4484  35.353  13.5794
O  30.6504  30.5955  25.7634
O  -18.1348  38.2393  18.9969
O  32.1267  -10.065  17.0699
O  32.5638  -14.5799  24.6694
O  -37.5395  35.8268  22.1008
O  16.8059  2.5951  13.3575
O  4.2533  30.3976  12.7604
O  -19.1289  25.108  14.1458
O  -2.8333  26.8433  18.4718
O  10.813  24.2892  12.8634
O  19.0821  16.4585  24.1002
O  31.3527  37.5872  15.094
O  -6.7809  33.9265  23.4068
O  4.7678  19.1023  10.1741
O  8.7654  18.0243  13.8719
O  6.7602  23.1753  24.0181
O  -1.7136  55.323  11.8026
O  22.6416  38.8901  15.2386
O  -12.1031  46.7809  18.5382
O  -6.1327  9.4417  15.149
O  -7.6139  32.0886  11.1929
O  -2.3067  9.5192  20.7268
O  -2.4064  25.3716  25.8714
O  17.4109  42.2632  17.097
O  16.6584  48.881  17.3429
O  -0.0221  20.9027  24.9501
O  -5.4597  31.8071  24.3859
O  21.8945  24.8634  10.221
O  -23.1619  11.428  14.4456
O  26.4318  29.3561  17.402
O  15.0611  37.1629  11.9793
O  52.5427  44.4423  19.2449
O  35.9022  12.017  18.925
O  24.7622  16.8175  13.7705
O  4.969  -9.9045  25.9778
O  12.1678  45.0533  25.2156
O  -3.062  17.6053  11.4842
O  1.1149  23.071  15.0525
O  -5.2787  19.7189  21.9674
O  0.5091  23.1445  19.4692
O  3.9185  26.2701  21.4651
O  -48.295  -0.0369  20.4258
O  -8.5452  20.8327  14.1277
O  13.4998  32.2586  16.8497
O  29.3479  14.9299  11.5559
O  -4.0268  -3.6571  18.5168
O  -7.1008  21.3806  21.2855
O  12.9159  27.9547  24.3356
O  -0.4891  18.7676  11.9417
O  -25.1027  17.3412  16.1686
O  0.3035  31.596  15.7351
O  14.9243  18.7161  23.8836
O  -11.6527  27.0516  20.0905
O  33.5574  10.0302  10.6805
O  28.4502  55.1115  14.942
O  -15.1981  22.2193  12.1796
O  14.1286  49.2571  16.3697
O  37.823  19.9385  19.3829
O  21.5342  18.6521  20.9154
O  -8.7846  18.7695  11.0538
O  21.9343  -5.2464  22.5133
O  -2.7608  9.1396  12.1698

Results
free energy: -153796.819 eV
free energy less fixed offsets of O -568.88, Si -635.61 eV per atom: 2.511 eV

Forces (eV/angstrom), in the order of the atoms: element, x, y, z
Si  0.0187  -0.0168  -0.071
Si  -0.0394  0.0709  0.0448
Si  -0.0132  0.017  0.0773
Si  -0.0351  0.0861  -0.0623
Si  0.0237  -0.0215  0.0517
Si  -0.0328  -0.0255  -0.0556
Si  -0.0462  0.0251  -0.0752
Si  0.0573  0.0444  0.0503
Si  -0.1993  -0.181  0.0757
Si  0.1293  0.1687  -0.1013
Si  0.2131  0.1863  -0.0862
Si  -0.2529  -0.138  -0.0803
Si  0.0374  0.3298  -0.1249
Si  -0.0887  -0.1101  0.1861
Si  -0.2129  -0.1935  -0.0714
Si  0.0655  0.1704  -0.0133
Si  0.0706  -0.0843  0.1502
Si  -0.0633  0.1632  -0.1331
Si  0.0095  0.0373  0.071
Si  0.0273  0.0498  0.0085
Si  0.2697  -0.1379  -0.114
Si  -0.2258  0.2241  0.0322
Si  0.0788  -0.0834  -0.0153
Si  0.1435  -0.1431  -0.0634
Si  -0.0385  0.0056  -0.0009
Si  -0.0222  0.0479  0.0154
Si  0.0209  -0.0501  -0.0024
Si  0.0373  -0.0318  0.0009
Si  0.0123  -0.0345  0.0087
Si  -0.0382  0.0153  0.0136
Si  0.0518  -0.0174  -0.0006
Si  0.0118  -0.0733  0.0018
Si  -0.0081  0.0149  -0.0116
Si  0.0009  -0.0004  0.0037
Si  0.0023  0.0032  -0.0036
Si  -0.0187  0.0114  0.004
Si  -0.0001  -0.0011  -0.0004
Si  -0.0003  0  0.0013
Si  0.0081  0.0151  0.0007
Si  -0.0049  -0.0133  -0.0045
Si  -0.0034  0.003  0.0114
Si  -0.0039  0.0056  0.0126
Si  0.0169  -0.0085  -0.0092
Si  0.0022  -0.0057  0
Si  0.0107  0.0001  0.0097
Si  -0.0003  -0.0002  0.0059
Si  0.0057  -0.0023  0.0006
Si  0.0083  -0.0177  -0.0015
Si  -0.0018  -0.0054  -0.0081
Si  0.0019  -0.0035  0.0102
Si  0.0017  -0.0009  0.0019
Si  0.0038  0.0066  0.0074
Si  -0.0114  -0.0127  0.0005
Si  -0.004  0.0113  0.0045
Si  0.0018  -0.0026  0.0195
Si  0.0391  -0.0248  0.0092
Si  -0.0114  -0.0005  0.0365
Si  -0.004  0.0011  0.0097
Si  -0.0127  -0.0002  0.0151
Si  -0.0011  -0.0012  0.002
Si  0.0083  0.0018  -0.0017
Si  -0.0004  -0.0041  -0.008
Si  -0.0067  -0.0034  0.0006
Si  0.0102  -0.0109  0.0524
Si  -0.0023  -0.0027  -0.0057
Si  0.0039  -0.0022  0.0031
Si  0.003  0.001  0.0058
Si  0.0054  -0.0025  0.003
Si  -0.0005  -0.0066  0.0006
Si  0.0006  -0.003  -0.0052
Si  -0.0028  0.0006  -0.0001
Si  -0.0016  0.0027  -0.0008
Si  -0.002  -0.0017  0.0017
Si  0.0016  0.0032  0.0016
Si  0.0025  -0.002  0.0019
Si  -0.0041  0.0033  0.0012
Si  0.0016  0.0015  0.0029
Si  0.0023  -0.0014  0.0007
Si  -0.0004  -0.0001  0.0044
Si  0.003  -0.0029  -0.0005
Si  0.0066  0.0014  0.0024
Si  -0.0004  -0.0015  -0.0026
Si  0.0033  0.0016  -0.0013
Si  -0.0031  -0.002  0.0025
Si  -0.0042  -0.0028  -0.0015
Si  0.0017  -0.0014  0.0011
Si  -0.0016  -0.0002  0.003
Si  0.0007  0.0015  -0.0011
Si  -0.0027  0.0014  -0.0045
Si  -0.0026  -0.0036  -0.0014
Si  -0.0034  0.008  -0.0107
Si  -0.0024  0.0021  0.0016
Si  -0.0022  -0.0024  0.0012
Si  -0.0044  0.0027  0.0057
Si  0.0001  -0.0019  0.0033
Si  -0.0015  -0.0009  0.0031
Si  0.0025  0.0011  -0.0004
Si  -0.0026  -0.0029  0.0021
Si  0.0017  -0.0034  0.0079
Si  0.001  0.0021  0.001
Si  -0.009  -0.0045  0.0131
Si  -0.0113  -0.0193  -0.0094
Si  -0.0048  -0.0055  -0.0052
Si  -0.0174  -0.0123  -0.0056
Si  -0.0254  -0.0192  0.0161
Si  0.002  -0.0017  0.0041
Si  -0.0029  -0.0022  0.0067
Si  0.0023  -0.0004  0.0051
Si  -0.0014  -0.0011  -0.0009
Si  0.0074  0.0046  0.0027
Si  0.0076  -0.0032  -0.0121
Si  0.0005  0.0101  -0.004
Si  -0.0084  0.0005  -0.0115
Si  -0.0045  0.0015  0.0024
Si  -0.0009  0.0028  -0.0028
Si  -0.0036  0.0008  0.0022
Si  -0.0013  0.0023  0.0062
Si  0.0162  -0.006  0.0102
Si  0.0027  -0.0069  0.0032
Si  -0.0008  -0.0013  -0.0193
Si  -0.0003  0.0111  -0.0086
Si  -0.0019  -0.0009  -0.0006
Si  0.0007  -0.0015  -0.0009
Si  0.0056  -0.0024  -0.0089
Si  0.0266  0.0126  -0.0138
Si  -0.005  -0.011  -0.073
Si  0.0044  0.005  -0.0061
Si  -0.0069  -0.0045  -0.0043
O  0.0026  -0.0008  0.0012
O  -0.0034  0.0096  0.0033
O  0.0003  0.0001  -0.0004
O  -0.0006  -0.0011  0.003
O  0.0012  -0.0008  0.0082
O  -0.0048  -0.0048  0.0017
O  -0.0019  0.0093  0.0097
O  -0.005  0.0061  0.0068
O  0.0019  -0.0014  0.0032
O  0.0019  -0.0013  0.0018
O  -0.0018  0.0012  -0.0019
O  -0.0002  -0.0027  0.0026
O  0.0032  -0.0017  -0.0016
O  0  -0.0031  -0.0027
O  -0.0003  -0.0042  0.0025
O  0.0007  -0.0031  0.0005
O  -0.0004  -0.0023  0.0007
O  -0.0013  -0.0004  0.0029
O  0.0021  0  0.0017
O  -0.0048  -0.0084  0.0068
Si  0  0.0069  -0.0154
Si  0  -0.0014  0.0028
Si  -0.0013  -0.0014  -0.0025
Si  0.0026  -0.0014  -0.0024
Si  0.0023  -0.0028  0.0011
Si  0.0009  -0.0082  -0.0172
Si  -0.0005  -0.0051  0.0068
Si  0.0033  -0.0077  -0.0022
Si  0.0087  -0.0031  -0.0067
Si  0.0006  -0.0043  -0.0018
Si  -0.0057  -0.0069  0.004
Si  -0.0012  -0.0045  -0.0005
Si  -0.001  -0.0017  0.0008
Si  0.0023  0.0014  0.0064
Si  -0.0009  0.0049  -0.0102
Si  0.0002  -0.0038  0.0024
Si  0.0133  -0.0009  -0.0042
Si  0.0037  0.0006  0.0076
Si  0.002  -0.0018  -0.0051
Si  -0.0065  -0.0034  -0.0104
Si  0.0045  -0.0059  0.0021
Si  0.0018  -0.0115  0.0043
Si  -0.0017  -0.0035  0.005
Si  -0.0018  0.0102  0.0087
Si  -0.0058  0.0003  0.0155
Si  -0.0005  -0.0009  -0.0013
Si  0.0083  -0.0061  -0.0002
Si  0.0174  0.0044  0.009
Si  0.0014  -0.0118  -0.0046
Si  0.0134  -0.0037  -0.0006
Si  0.0012  0.0016  0.0037
Si  -0.0098  -0.0157  -0.0124
Si  -0.0026  -0.0013  -0.0064
Si  -0.0032  -0.0042  0.0079
Si  -0.0027  0.003  0.0059
Si  -0.0188  0.035  -0.0058
Si  0.0014  -0.0042  0
O  -0.0002  0.0024  0.006
O  -0.0004  -0.0021  0.0035
O  -0.0003  0.0074  -0.0023
O  0.0024  -0.003  0
O  -0.0096  0.002  0.0042
O  0.0012  -0.0029  0.0019
O  0.0012  -0.0009  0.0037
O  -0.0018  -0.0085  0.0078
O  -0.0022  -0.0006  0.0032
O  -0.0021  -0.0027  0.0008
O  0.0016  -0.0017  0.003
O  -0.0003  -0.0011  -0.0008
O  -0.0005  -0.0024  0.0033
O  -0.0003  -0.0025  -0.0012
O  0.0033  -0.0043  0.0051
O  0.0015  -0.0012  0.0018
O  0.002  0.0007  0.0033
O  -0.0008  -0.008  0.0031
O  0.0008  -0.0028  -0.001
O  0.0018  -0.0016  0.004
O  0.0046  -0.0063  -0.0017
O  -0.0011  -0.0049  0.0012
O  0.0023  -0.0061  0.0032
O  0.0006  -0.0043  0.0007
O  0.0053  -0.0026  0.001
O  0.0006  -0.0038  0.0031
O  -0.0049  0.0041  0.0038
O  0  -0.0022  0.0028
O  0.0018  -0.0016  0.0027
O  0.0048  0.0061  0.0071
O  -0.0009  -0.0059  0.0052
O  -0.0017  -0.0038  0.0077
O  0.0012  -0.0019  -0.0014
O  0.0012  0.0001  0.0042
O  0.0036  0.0023  0.0038
O  0.0014  -0.0027  0.0024
O  0.0001  -0.0017  0.0013
O  0.0012  -0.0021  -0.001
O  0.0074  -0.0015  0.0163
O  -0.0033  0.0133  0.0077
O  0.0029  0.0012  0.0035
O  -0.0014  -0.0011  0.0005
O  0.0005  -0.0033  0.0014
O  -0.001  -0.0022  0.0026
O  -0.0002  -0.0026  0.0023
O  0.0012  -0.0025  0.0032
O  -0.0001  -0.0028  -0.0009
O  -0.0018  -0.0028  0.0021
O  0.0016  -0.0018  -0.0044
O  0.0011  -0.0028  0.0035
O  0.0017  -0.0044  0.0008
O  -0.0002  -0.0034  -0.0033
O  0.0019  -0.0018  0.0043
O  0.0001  -0.0011  0.0017
O  -0.002  -0.0027  0.001
O  -0.0043  -0.0019  0.0015
O  -0.0007  -0.0029  0.0016
O  -0.0035  -0.0007  0.0051
O  0.0015  -0.0012  0.0007
O  0.0012  -0.0027  0.0014
O  -0.0018  -0.0048  0.001
O  0.0008  -0.0028  0.0037
O  -0.001  0.0002  0.0034
O  -0.0045  -0.0019  0.0006
O  0.0023  -0.0029  0.0117
O  0  -0.0039  0.003

The program warned: the cutoff lies below the one the program advises for these potential files; the exchange-correlation potential is rough where the density is thin.
